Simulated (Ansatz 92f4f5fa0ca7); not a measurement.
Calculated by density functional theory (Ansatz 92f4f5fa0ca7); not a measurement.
Periodic cell of 272 atoms, Si165O105As2, from a study of silicon, its oxide and their interface. The atomic structure is a simulated model.

Settings
functional: PBE
potential files: Ansatz PAW
basis: plane waves
wave-function cutoff: 700 eV
density cutoff ratio: 5
exchange-correlation grid ratio: 1
k mesh: 2 x 2 x 1, shifted by 0.5 0.5 0.5 of a step
self-consistency stop: 5e-08 eV per atom in the density residual
occupations: fixed
spin: none
net charge: 0

Cell vectors (angstrom)
a  11.6015  0  0
b  0  13.3963  0
c  0  0  29.8085

Atoms and the computed forces on them: element, x, y, z (angstrom), force x, y, z (eV/angstrom)
Si  11.5448  0.1561  22.9409  -0.0158  -0.0262  -0.0595
Si  3.9009  0.1242  23.0121  0.0344  -0.0235  -0.054
Si  7.6688  0.0899  23.1456  -0.0097  -0.0061  -0.044
Si  2.0151  3.4313  22.9164  -0.0188  -0.0188  -0.0468
Si  5.8794  3.6419  23.0306  0.0041  0.0053  -0.0812
Si  9.7919  3.5039  23.164  0.0356  -0.0272  -0.0498
Si  11.6274  6.8273  23.0471  -0.0175  -0.02  -0.0565
Si  3.9374  7.0115  23.1692  0.0292  0.0027  -0.0695
Si  7.7698  6.8227  23.1524  0.006  -0.0261  -0.034
Si  2.0128  10.2054  23.2491  -0.0026  -0.0067  -0.0522
Si  5.8404  10.0753  23.275  -0.0445  -0.014  -0.0492
Si  9.8151  10.0655  23.175  0.0261  -0.0106  -0.0488
Si  11.6993  2.3331  23.8629  0.0047  0.0234  -0.0213
Si  3.9665  2.3734  23.7463  0.0064  0.0068  0.018
Si  7.7788  2.3814  23.7838  -0.0229  -0.002  0.0059
Si  2.0039  5.6915  23.6945  0.0236  0.0148  0.0527
Si  5.8144  5.7825  23.9683  0.0004  -0.006  -0.0287
Si  9.7136  5.7198  23.9253  -0.0015  0.0143  -0.0132
Si  11.7191  9.0005  23.9926  0.0161  0.0054  0.0001
Si  3.8912  9.1098  24.1686  -0.0275  0.0063  -0.0298
Si  7.8301  9.031  23.9547  0.0116  0.0222  0.0233
Si  1.9093  12.4756  23.8086  -0.003  0.0094  0.0144
Si  5.7671  12.3523  23.9159  -0.0051  0.0064  -0.0133
Si  9.6735  12.3652  23.795  0.0043  0.0031  0.0095
Si  11.6478  2.2683  26.2409  -0.0015  -0.0068  -0.0234
Si  3.9073  2.2944  26.1659  0.0004  0.0094  -0.0263
Si  7.753  2.297  26.189  -0.0076  0.0104  -0.0265
Si  1.9654  5.6134  26.1402  0.0123  0.0161  -0.0291
Si  5.8097  5.6524  26.3093  0.0045  0.0069  -0.0142
Si  9.6921  5.6367  26.282  -0.0019  0.0029  -0.01
Si  11.6518  8.963  26.3273  0.006  0.0265  -0.0035
Si  3.8779  8.9992  26.4564  -0.0212  0.0109  -0.003
Si  7.7841  8.9784  26.3033  -0.0088  0.0182  -0.0117
Si  1.9221  12.3681  26.2089  0.0059  0.0053  -0.0269
Si  5.7932  12.3189  26.2765  0.0015  0.0113  -0.0113
Si  9.6798  12.3243  26.1964  0.01  0.0116  -0.0202
Si  1.9799  1.1747  27.0353  0.0026  0.0085  0.0013
Si  5.822  1.1717  27.02  -0.0035  -0.0062  0.0039
Si  9.6817  1.1593  27.0115  -0.0035  0.0044  0.0062
Si  11.638  4.5042  27.0195  0.0074  0.0074  0.0116
Si  3.8738  4.5011  27.0274  -0.0181  -0.002  0.0022
Si  7.7466  4.5071  27.0457  0.0106  -0.0014  -0.009
Si  1.9531  7.8044  27.0728  -0.0047  -0.0099  -0.0052
Si  5.8415  7.8727  27.0861  0.0218  -0.0046  -0.0147
Si  9.7043  7.8526  27.0759  -0.0049  -0.0072  -0.0077
Si  11.6116  11.2206  27.0366  -0.0002  -0.0096  0.0032
Si  3.8448  11.2535  27.0752  -0.0072  0.0051  -0.0071
Si  7.7524  11.2155  27.0443  0.0155  0.0062  -0.0048
Si  1.9336  1.1164  29.4135  0.1078  0.1348  -0.0646
Si  5.8008  1.1164  29.4135  0.0254  0.125  -0.1821
Si  9.6679  1.1164  29.4135  0.0395  0.0669  -0.1834
Si  0  4.4654  29.4135  0.1267  0.0899  -0.1256
Si  3.8672  4.4654  29.4135  -0.0768  0.0405  -0.1971
Si  7.7343  4.4654  29.4135  0.0662  0.022  -0.0231
Si  1.9336  7.8145  29.4135  -0.0189  -0.164  0.2283
Si  5.8008  7.8145  29.4135  0.1207  0.0198  0.3809
Si  9.6679  7.8145  29.4135  0.0451  0.0464  0.1724
Si  0  11.1635  29.4135  0.0112  0.1467  -0.0905
Si  3.8672  11.1635  29.4135  -0.0917  0.2753  0.2369
Si  7.7343  11.1635  29.4135  0.0275  0.134  -0.0875
Si  0  0  0.3944  -0.0735  -0.1099  -0.2024
Si  3.8672  0  0.3944  0.034  -0.161  0.308
Si  7.7343  0  0.3944  -0.1951  -0.2059  0.0362
Si  1.9336  3.3491  0.3944  0.0903  -0.1117  -0.1476
Si  5.8008  3.3491  0.3944  -0.0979  -0.0977  0.2032
Si  9.6679  3.3491  0.3944  -0.2031  0.0191  -0.0949
Si  0  6.6981  0.3944  -0.0662  0.0016  0.0534
Si  3.8672  6.6981  0.3944  -0.0102  -0.1264  -0.1504
Si  7.7343  6.6981  0.3944  0.0167  -0.0149  0.0108
Si  1.9336  10.0472  0.3944  -0.0251  -0.0167  -0.0754
Si  5.8008  10.0472  0.3944  0.1331  0.1071  0.0488
Si  9.6679  10.0472  0.3944  0.0105  -0.1476  -0.0417
Si  11.5494  -0.0314  2.7403  -0.0009  -0.0041  0.0151
Si  3.846  -0.0532  2.7967  0.0296  -0.0063  -0.0097
Si  7.6623  -0.0779  2.7686  -0.0234  -0.0032  -0.0056
Si  1.9261  3.2959  2.7387  0.0315  0.0048  0.0111
Si  5.7547  3.2973  2.7954  -0.0092  0.0085  -0.019
Si  9.5964  3.3299  2.7552  -0.0281  0.0004  0.0033
Si  11.5834  6.6605  2.7599  -0.0066  0.0069  0.0077
Si  3.8699  6.6412  2.7404  0.0027  -0.0087  0.0071
Si  7.7346  6.6705  2.7571  -0.0016  -0.0018  -0.0076
Si  1.935  10.0118  2.7581  -0.0232  0.0063  0.0064
Si  5.8287  10.0551  2.7736  0.0078  -0.0014  0.0021
Si  9.6821  9.99  2.7567  -0.0051  0.003  -0.0014
Si  11.5495  2.2246  3.4301  -0.0056  -0.0139  -0.0012
Si  3.8147  2.1535  3.6227  0.0016  -0.0093  0.0203
Si  7.6797  2.1337  3.5476  0.0106  -0.0035  0.015
Si  1.9148  5.5213  3.4933  -0.0047  -0.0073  0.0123
Si  5.8103  5.5529  3.5528  0.0079  -0.0089  0.0199
Si  9.6492  5.5543  3.5837  -0.0025  -0.0146  0.0213
Si  11.6195  8.8877  3.5766  0.0027  -0.0174  0.0194
Si  3.9092  8.8845  3.4454  0  -0.0076  0.0027
Si  7.7454  8.8919  3.5648  -0.0184  -0.0181  0.0168
Si  1.8683  12.2488  3.5391  0.0053  -0.0132  0.0197
Si  5.7504  12.236  3.7391  0.0058  0.0022  0.0349
Si  9.6181  12.217  3.5048  0.0147  -0.0002  0.0172
Si  11.4688  2.2095  5.7445  -0.0052  -0.0136  0.0378
Si  3.7205  2.0913  6.0274  -0.0291  -0.0144  -0.0272
Si  7.6086  2.0175  5.9155  0.0083  -0.0068  -0.0093
Si  1.8919  5.4518  5.8374  -0.0126  -0.0179  0.0045
Si  5.8092  5.5248  5.9226  0.0281  -0.0045  0.0033
Si  9.6119  5.5073  5.9698  -0.0016  -0.0179  -0.0139
Si  11.6598  8.8405  5.9619  0.0133  -0.0164  -0.0246
Si  3.9491  8.8241  5.7683  0.0359  -0.0025  0.0388
Si  7.7898  8.84  5.9456  -0.0063  -0.0052  -0.0094
Si  1.789  12.2036  5.9075  -0.0542  -0.0138  0.0285
Si  5.7149  12.1676  6.2395  -0.0189  -0.0428  -0.0761
Si  9.5878  12.155  5.8536  0.0216  0.0048  0.0287
Si  1.6398  1.032  6.69  -0.0862  0.0018  0.0441
Si  5.6419  1.0527  6.9554  -0.0039  0.0467  0.0716
Si  9.6356  0.9807  6.5905  0.0583  0.0061  0.0599
Si  11.5454  4.3825  6.6797  -0.0172  0.0251  0.0571
Si  3.8572  4.3691  6.5756  0.0346  0.0143  0.0355
Si  7.6941  4.2371  6.5963  -0.0124  -0.0012  0.0593
Si  2.0599  7.6752  6.5331  0.0295  0.0138  0.0652
Si  5.8598  7.7698  6.7689  -0.0078  0.0024  0.0371
Si  9.7435  7.7429  6.7617  0.014  0.0261  0.0667
Si  11.4579  11.0519  6.7792  -0.017  0.0313  0.0397
Si  3.6572  10.9775  6.6481  -0.0529  0.0252  0.0499
Si  7.7527  11.0211  6.8297  0.0678  0.0145  0.0619
O  9.957  7.8799  8.4264  -0.0327  -0.0237  -0.0076
O  9.9278  0.8599  8.2374  0.0212  -0.0028  -0.0365
O  1.0593  0.9868  8.2758  0.0002  -0.0255  -0.003
O  3.0768  10.5872  8.1579  0.0427  -0.0248  0.0216
O  5.8955  7.8835  8.4475  -0.0035  -0.0066  -0.0187
O  5.5133  1.305  8.6314  0.0181  -0.0155  -0.0255
O  3.9663  4.3602  8.2186  -0.0044  -0.0097  -0.0001
O  7.6655  3.8075  8.2171  -0.0024  -0.0028  -0.0222
O  -0.0955  4.4119  8.3553  0.008  -0.024  -0.0151
O  11.1555  11.055  8.4312  0.0273  -0.0029  -0.0257
O  8.1053  10.8058  8.4694  -0.0221  -0.0184  -0.0178
O  2.4592  7.5265  8.1264  -0.041  -0.0059  0.0012
O  11.4296  0.1996  21.2636  0.0008  0.02  0.005
O  10.0371  3.6218  21.5352  -0.0252  0.011  0.0121
O  4.1299  7.5268  21.5846  -0.0022  0.0118  0.015
O  5.9773  4.1073  21.4129  -0.0065  -0.0077  0.02
O  5.7231  9.7499  21.6367  -0.0013  -0.0013  -0.0004
O  1.9795  3.3578  21.2319  0.0074  0.0058  0.0134
O  7.3807  13.3983  21.5082  0.0305  0.0077  -0.0037
O  3.9849  0.1099  21.3469  -0.0148  0.0093  0.0074
O  7.729  6.7826  21.4884  -0.0065  0.0188  -0.0014
O  2.1003  10.129  21.6022  -0.0031  0.0131  0.0245
O  11.4617  6.9053  21.3848  0.0262  0.0036  -0.001
O  10.1274  9.6821  21.5731  -0.0338  0.0169  -0.0057
Si  11.7197  6.4873  11.3123  -0.0056  0.0017  0.0065
Si  1.5854  10.3197  16.2497  0.0014  -0.0062  -0.0057
Si  0.2535  3.7636  9.8094  0.0041  0.0019  0.0113
Si  8.0406  12.8137  20.1473  0.0068  -0.0014  0.0082
Si  2.8589  10.4895  9.7572  0.0125  -0.0057  -0.0085
Si  2.5282  10.3556  20.0573  0.0003  0.0041  -0.0201
Si  10.3492  3.659  19.9522  0.0016  0.0053  -0.0168
Si  0.3219  12.8612  17.1146  0.0033  0.0019  -0.007
Si  10.8368  0.6664  19.8027  -0.0032  0.008  -0.0127
Si  3.2408  7.77  16.3119  0.001  -0.0011  -0.0056
Si  0.2564  6.4494  19.8729  -0.0062  0.0016  -0.0059
Si  9.3464  2.2897  14.1715  0.0008  0.0147  -0.0001
Si  2.7788  2.6066  10.9032  -0.0014  0.0024  -0.0048
Si  5.1219  11.8673  15.3567  -0.0032  -0.0068  -0.0057
Si  4.9185  8.6644  20.701  0.0056  0.0015  -0.0002
Si  3.6023  -0.346  11.2798  0.0022  -0.001  -0.0016
Si  5.7577  8.8148  14.9323  0.0221  -0.0078  -0.0022
Si  -0.126  11.4199  9.9982  0.002  -0.0017  0.0233
Si  9.3876  9.9332  20.1415  -0.0015  0.0016  0.0002
Si  3.3671  0.0214  19.8359  -0.0033  0.0018  -0.0108
Si  7.5563  4.6746  9.5804  0.0075  0.0181  0.0055
Si  2.374  12.2704  14.1506  -0.0017  -0.0042  -0.0042
Si  6.1042  0.5985  10.0056  0.003  -0.0093  0.0061
Si  2.6651  2.8634  19.8146  0.0089  0.0008  -0.0129
Si  5.6689  4.0846  13.5655  0.0095  0.0102  0.0109
Si  7.3194  0.2403  15.5729  -0.0039  0.0057  0.0008
Si  9.6132  11.6898  15.1643  0.0042  -0.0237  -0.0079
Si  2.1266  6.5979  13.6198  -0.004  0.0024  0.0026
Si  2.656  3.4811  13.8476  -0.0048  0.0045  0.002
Si  11.6676  9.1439  18.3899  -0.0083  -0.0069  -0.012
Si  11.2711  0.9542  9.1717  0.0109  0.0015  0.0168
Si  9.2159  7.3298  9.7731  0.0032  -0.0056  0.0094
As  8.9588  8.7117  14.5435  -0.0258  -0.0021  -0.0031
Si  4.9892  7.0413  12.4774  0.0098  -0.001  0.006
Si  2.9319  5.5912  18.7838  0.002  0.0091  -0.0037
Si  2.6457  7.4504  9.7216  -0.0033  -0.0015  0.0047
Si  6.3615  8.4101  9.9321  0.0006  -0.0014  0.0199
Si  4.4084  4.7741  9.7046  0.0018  0.0033  0.0141
Si  9.2897  10.9067  12.2231  -0.0055  -0.0064  0.0155
Si  5.826  13.0678  17.9273  0.0043  -0.0019  -0.0082
Si  7.8501  4.6613  18.448  0.0057  -0.0054  -0.0246
As  8.1415  5.117  15.2229  -0.0096  -0.0193  -0.0056
Si  7.2685  11.1654  9.8395  -0.0129  -0.0005  0.0129
Si  5.2796  4.1069  19.937  0.001  0.0032  -0.0088
Si  0.7573  1.3846  15.0256  -0.0067  0.0028  -0.0012
Si  7.5082  7.3881  19.9914  0.0055  0.0001  -0.0139
Si  7.74  2.592  11.7124  0.0062  0.0036  0.0008
O  3.548  6.1208  10.1002  0.0038  0.001  -0.0103
O  1.8164  2.6203  14.9366  -0.0042  -0.0078  -0.017
O  -0.2433  13.0524  10.1647  -0.0034  -0.0108  -0.0285
O  8.439  8.6864  19.7586  -0.0009  -0.0069  0.0102
O  2.3015  1.2719  19.5682  0.0199  -0.0084  0.0229
O  8.2406  4.5306  16.8841  -0.0145  0.0145  0.0034
O  2.6633  11.9479  19.7174  0.0127  -0.005  0.0139
O  7.3283  8.8353  15.3651  -0.0156  0.0101  -0.0027
O  1.2842  0.082  14.1852  0.0093  0.0097  0.0199
O  4.2723  3.3828  14.0391  -0.0114  0.0094  -0.0169
O  4.1773  3.4576  10.6873  -0.001  0.0096  -0.0038
O  10.8603  1.7815  14.5028  0.006  -0.0091  0.0066
O  11.58  4.8777  10.9818  0.0089  0.0097  -0.0216
O  10.8603  12.3164  15.9932  0.0067  -0.0065  0.0104
O  1.8257  3.3443  9.8142  -0.026  0.0003  0.0246
O  8.5347  5.9315  9.3327  -0.0042  0.0133  0.0161
O  11.1221  2.2673  19.5349  -0.0261  -0.0024  0.0226
O  5.5506  7.5718  11.0512  0.0089  0.0022  -0.0183
O  11.3661  7.5696  18.7665  0.0169  0.0122  0.0209
O  7.9778  8.2898  10.2068  -0.0028  -0.02  -0.0128
O  10.2521  7.1685  11.0341  0.0034  -0.0118  -0.0269
O  9.2501  3.8878  14.5215  -0.0118  -0.0356  0.0076
O  8.6034  11.3187  20.384  0.008  0.0122  -0.0141
O  10.5621  10.7517  11.1899  -0.0005  0.0161  -0.0069
O  8.3283  12.389  15.8688  -0.0064  0.0113  -0.0125
O  4.2987  2.8112  19.9549  -0.0219  0.0381  -0.0043
O  4.5002  0.2059  18.6821  -0.005  -0.023  0.01
O  10.4284  10.0726  18.8984  0.0148  -0.0138  0.0096
O  6.566  0.7638  16.9406  -0.0006  -0.0334  -0.0108
O  0.6772  6.775  12.843  0.0202  -0.0108  -0.0172
O  1.1605  7.2172  10.319  0.0092  -0.0076  0.0163
O  3.3533  7.1157  12.6552  0.005  -0.0174  0.0162
O  3.911  9.5323  19.761  -0.0125  0.0024  0.0294
O  6.5134  4.4046  14.9267  -0.0046  -0.0026  -0.0261
O  0.758  0.9527  16.6001  -0.0043  -0.0179  -0.0199
O  1.5261  11.7403  17.0924  -0.0263  -0.0085  -0.0163
O  5.7019  8.0626  13.5023  -0.0221  -0.0051  0.0147
O  3.0079  12.382  12.646  0.0009  0.011  0.0032
O  6.4852  2.9979  12.6712  0.0121  0.0095  -0.0037
O  2.8435  9.3363  16.6573  -0.0061  0.0053  -0.02
O  5.9751  7.8829  19.7418  0.0071  0.0091  0.0299
O  1.88  6.3507  19.7694  -0.0086  -0.0203  -0.0182
O  1.3951  9.6485  19.1584  -0.0099  0.0018  0.0101
O  9.623  10.0845  15.4484  -0.0123  0.044  -0.0263
O  3.208  8.9352  10.2102  -0.026  0.0021  -0.018
O  8.7901  9.4919  12.9044  0.0195  0.0317  -0.0007
O  2.2565  7.4026  15.0363  0.0195  -0.0074  0.0009
O  8.922  3.7213  19.2065  0.0258  0.0099  0.0123
O  4.8366  7.8963  15.9456  -0.0107  0.0109  -0.0069
O  7.3292  1.4525  10.632  -0.0153  0.0021  0.0038
O  7.8954  6.2285  18.9164  -0.0081  -0.0111  0.014
O  6.0019  5.102  9.7986  0.0013  -0.0134  -0.0104
O  6.8989  -0.7701  19.0371  -0.0071  0.0165  -0.0064
O  11.0805  2.3374  10.0482  0.0177  -0.0108  -0.0246
O  9.0206  2.0838  12.5806  -0.0231  0.0108  0.0126
O  9.6299  11.9096  13.5103  -0.0096  -0.026  0.0125
O  6.3944  4.006  18.766  -0.0057  0.0122  0.0282
O  6.109  10.0227  10.0613  0.0269  -0.0067  -0.0113
O  1.351  10.8071  10.2762  0.002  0.0012  -0.0158
O  5.2091  10.3521  14.7564  0.0058  -0.0012  0.0186
O  1.6857  10.8209  14.6499  0.008  0.0244  0.0247
O  11.4371  13.0794  18.6465  0.0005  0.0097  0.007
O  5.4329  11.7973  16.9655  0.0058  0.0325  -0.0139
O  8.0943  11.4228  11.2267  -0.0068  -0.0112  -0.0165
O  11.1996  4.9922  19.5367  -0.0008  0.0069  0.0165
O  8.1801  1.4656  14.9685  0.0122  -0.0032  -0.0015
O  2.374  4.0115  18.636  0.0154  0.0088  0.0318
O  3.7377  11.7478  10.3114  -0.0078  0.0068  0.0065
O  9.2175  0.4565  19.7264  0.0113  -0.0158  0.0107
O  2.2215  2.8904  12.3995  0.0219  0.0119  -0.0037
O  3.6296  12.489  15.1634  0.0108  -0.013  -0.0127
O  8.1713  3.9162  10.8708  -0.023  -0.0172  -0.0045
O  5.1017  0.3208  11.2789  0.012  -0.0125  -0.0081
O  4.3641  5.429  19.568  -0.0162  -0.0292  -0.0146
O  6.1513  12.942  14.6317  -0.0086  -0.0093  0.0351
O  3.0726  6.5607  17.4401  0.0022  -0.0029  0.0063
O  2.7478  0.9675  10.7372  -0.0084  0.008  0.0132
O  0.3043  9.3992  16.7761  0.0025  0.022  0.0351
O  5.432  5.4845  12.7334  -0.007  -0.0061  0.0161
O  2.2394  5.0316  13.9959  0.0081  -0.0078  -0.0136
O  6.5813  12.5655  9.4315  0.0019  0.0011  0.0294

Results
free energy: -174335.386 eV
free energy less fixed offsets of As -4857.07, O -569.03, Si -635.61 eV per atom: 2.554 eV

The program warned: the cutoff lies below the one the program advises for these potential files; the forces do not sum to zero within the program's tolerance; the exchange-correlation potential is rough where the density is thin.
